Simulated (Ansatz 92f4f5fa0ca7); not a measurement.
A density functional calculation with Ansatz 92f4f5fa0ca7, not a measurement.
Periodic cell of 221 atoms, Si131O88B1H1, from a study of silicon, its oxide and their interface. The atomic structure is a simulated model.
Doubt: the cutoff is far below the 930 eV that the study's wrapper takes by default for these files, so forces and energies are approximate.
This geometry differs little from another in the collection (a relaxation step or a small displacement).

Settings
functional: PBE
potential files: Ansatz PAW
basis: plane waves
wave-function cutoff: 580 eV
density cutoff ratio: 5
exchange-correlation grid ratio: 1
k mesh: 1 x 1 x 1, Gamma-centred
self-consistency stop: 5e-08 eV per atom in the density residual
occupations: fixed
spin: none
net charge: 0

Cell vectors (angstrom)
a, 10.938, 0, 0
b, 0, 10.938, 0
c, 0, 0, 32.3055

Atoms: element, x, y, z (angstrom)
Si, -0.1211, 0.1923, 24.7675
Si, 5.6854, -0.2857, 24.7443
Si, 2.4242, 2.9965, 24.9189
Si, 8.5388, 2.4296, 24.6054
Si, 0.1823, 5.2089, 24.9546
Si, 5.2912, 5.8263, 24.8918
Si, 2.9364, 7.9438, 24.8717
Si, 7.8893, 8.4058, 24.997
Si, 1.3338, 1.3735, 26.2027
Si, 6.8598, 1.369, 25.9804
Si, 4.1294, 4.1288, 26.1019
Si, 9.5154, 4.0167, 26.1335
Si, 1.3673, 6.8076, 26.2042
Si, 6.7771, 6.8843, 26.3463
Si, 4.0786, 9.5849, 26.1233
Si, 9.6046, 9.5786, 26.1098
Si, 2.7323, 0.0065, 27.5119
Si, 8.2045, 0.0195, 27.4723
Si, -0.0327, 2.7312, 27.5554
Si, 5.4974, 2.7239, 27.4439
Si, 2.7615, 5.4502, 27.5397
Si, 8.2041, 5.4425, 27.526
Si, -0.0025, 8.21, 27.5137
Si, 5.3988, 8.2665, 27.5956
Si, 4.1018, 1.3673, 28.8872
Si, 9.5708, 1.3673, 28.8872
Si, 1.3673, 4.1018, 28.8872
Si, 6.8362, 4.1018, 28.8872
Si, 4.1018, 6.8362, 28.8872
Si, 9.5708, 6.8362, 28.8872
Si, 1.3673, 9.5708, 28.8872
Si, 6.8362, 9.5708, 28.8872
Si, 0, 0, 30.2545
Si, 5.469, 0, 30.2545
Si, 2.7345, 2.7345, 30.2545
Si, 8.2035, 2.7345, 30.2545
Si, 0, 5.469, 30.2545
Si, 5.469, 5.469, 30.2545
Si, 2.7345, 8.2035, 30.2545
Si, 8.2035, 8.2035, 30.2545
Si, 1.3673, 1.3673, 31.6217
Si, 6.8362, 1.3673, 31.6217
Si, 4.1018, 4.1018, 31.6217
Si, 9.5708, 4.1018, 31.6217
Si, 1.3673, 6.8362, 31.6217
Si, 6.8362, 6.8362, 31.6217
Si, 4.1018, 9.5708, 31.6217
Si, 9.5708, 9.5708, 31.6217
Si, 2.7345, 0, 0.6835
Si, 8.2035, 0, 0.6835
Si, 0, 2.7345, 0.6835
Si, 5.469, 2.7345, 0.6835
Si, 2.7345, 5.469, 0.6835
Si, 8.2035, 5.469, 0.6835
Si, 0, 8.2035, 0.6835
Si, 5.469, 8.2035, 0.6835
Si, 4.1018, 1.3673, 2.0507
Si, 9.5708, 1.3673, 2.0507
Si, 1.3673, 4.1018, 2.0507
Si, 6.8362, 4.1018, 2.0507
Si, 4.1018, 6.8362, 2.0507
Si, 9.5708, 6.8362, 2.0507
Si, 1.3673, 9.5708, 2.0507
Si, 6.8362, 9.5708, 2.0507
Si, 0, 0, 3.418
Si, 5.469, 0, 3.418
Si, 2.7345, 2.7345, 3.418
Si, 8.2035, 2.7345, 3.418
Si, 0, 5.469, 3.418
Si, 5.469, 5.469, 3.418
Si, 2.7345, 8.2035, 3.418
Si, 8.2035, 8.2035, 3.418
Si, 1.4179, 1.3409, 4.7732
Si, 6.8245, 1.4004, 4.7924
Si, 4.0859, 4.1099, 4.7887
Si, 9.5854, 4.0866, 4.8052
Si, 1.3761, 6.8168, 4.821
Si, 6.8494, 6.8296, 4.7624
Si, 4.0834, 9.5934, 4.7945
Si, 9.6163, 9.5269, 4.7533
Si, 2.7383, -0.0194, 6.2367
Si, 8.2871, 0.0407, 6.0331
Si, 0.12, 2.7668, 6.1205
Si, 5.4521, 2.7702, 6.1881
Si, 2.7359, 5.4635, 6.2152
Si, 8.1896, 5.4428, 6.1613
Si, 0.0194, 8.1693, 6.204
Si, 5.4956, 8.2504, 6.0918
Si, 3.8495, 1.6531, 7.504
Si, 9.9684, 1.0903, 7.2964
Si, 1.59, 3.8963, 7.6217
Si, 6.5691, 4.3845, 7.5206
Si, 4.3685, 6.6684, 7.4031
Si, 9.2601, 7.0854, 7.4513
Si, 1.1762, 9.6977, 7.5851
Si, 7.1129, 9.4438, 7.3158
O, 1.3276, 4.139, 24.4333
O, 6.838, 9.524, 24.4024
O, 2.7191, 2.7526, 8.0168
O, 8.156, 8.2592, 7.7
O, 5.4735, 5.5564, 7.9247
O, 0.043, -0.0743, 7.9243
O, 4.1129, 6.8839, 24.4041
O, 9.6836, 1.2843, 24.2766
O, 1.7134, 9.006, 9.011
O, 0.9201, 4.4279, 9.0469
O, 9.3487, 1.9055, 8.5808
O, 6.6384, 10.0488, 8.7693
O, 4.5605, 1.1166, 8.8757
O, 3.7458, 7.338, 8.7568
O, 7.1317, 3.8152, 8.9519
O, 9.5504, 6.6322, 8.992
O, 2.9087, 2.267, 23.5194
O, 5.0968, 0.1657, 23.2764
O, 8.153, 2.9748, 23.092
O, 10.3638, 5.7573, 23.6042
O, 8.3022, 7.491, 23.711
O, 2.2725, 8.4849, 23.4659
O, 6.1693, 5.4647, 23.5307
O, 0.6416, 10.5753, 23.4016
Si, 3.0806, 8.4309, 9.7528
Si, 7.4999, 3.8928, 10.5397
Si, -1.188, 3.8492, 15.8873
Si, 3.387, 2.9497, 22.1199
Si, 7.026, 0.653, 19.7674
Si, 12.2932, -5.7718, 17.4662
Si, 2.6881, 9.468, 20.2619
Si, 9.2605, 6.3014, 14.8222
Si, 2.6465, 11.1458, 17.6629
Si, -2.1251, 9.8751, 17.7945
Si, 4.7569, 0.3607, 21.6984
Si, 9.244, 12.3448, 10.1255
Si, 4.6212, 11.1799, 10.2446
Si, 3.364, 1.6704, 12.7849
Si, 9.0306, 8.4895, 12.8963
Si, 0.9959, 9.1383, 22.6884
Si, -0.1479, 0.8651, 16.4204
Si, -1.1713, 0.2392, 13.8504
Si, 0.3128, 12.9758, 12.0441
Si, 5.584, 5.0484, 22.0626
Si, 6.8662, 4.8565, 15.3282
Si, 5.2359, 4.2222, 12.714
Si, 4.5708, 11.2574, 15.4235
Si, 4.1034, 6.6606, 20.0342
Si, 4.3926, 5.093, 17.3426
Si, -0.8248, 7.0288, 17.8418
Si, 4.9482, 12.9765, 17.8297
Si, 3.0815, 6.2996, 12.071
Si, 7.9186, 3.1172, 21.4742
Si, 9.5941, 6.9975, 22.8898
Si, 9.683, 5.4229, 20.429
Si, 11.8451, 4.7895, 10.659
Si, -3.5471, 9.9522, 14.9491
Si, 1.7239, 4.6692, 20.3569
B, 7.1186, 10.6857, 9.8879
Si, 9.3679, 6.4666, 10.5968
O, 8.2922, 5.2749, 10.9018
O, 9.8602, -1.0358, 12.8137
O, 19.3578, 13.5258, 10.902
O, 2.8021, 5.8551, 20.5601
O, -2.858, 4.0077, 16.1499
O, -4.7544, 15.0324, 14.0505
O, 0.3168, 5.3131, 20.8142
O, 3.7777, 11.9117, 11.3952
O, -1.0871, 7.3747, 13.7716
O, -0.0558, 6.0533, 11.041
O, 1.6636, 4.2633, 18.7874
O, 7.8788, 1.6569, 20.7412
O, 3.8286, 0.7824, 14.0619
O, 2.2506, 10.0431, 18.7925
O, 1.3131, 9.145, 21.0849
O, 10.7513, 1.1792, 10.734
O, 9.8376, 0.1692, 17.5281
O, 9.6862, 8.5553, 18.249
O, 4.4378, 1.9358, 21.4072
O, 2.9521, 18.6317, 11.205
O, 6.553, 3.9934, 21.2964
O, 9.0701, 3.939, 20.6666
O, 3.7199, 8.233, 20.0251
O, 0.8091, 6.6995, 17.8142
O, 3.4183, -0.4293, 21.2681
O, 1.3398, 11.9323, 17.0662
O, 1.7365, 12.628, 12.7369
O, 0.326, 3.5815, 11.5746
O, 9.922, 4.8063, 14.5492
O, 2.4233, 16.0738, 11.1181
O, -14.2474, 6.169, 14.7162
O, 6.1769, 11.1338, 10.7789
O, -2.6909, 11.2726, 14.4717
O, 10.8391, 10.8898, 15.0628
O, 5.6015, 5.3333, 16.2662
O, 4.5141, 6.2188, 18.5145
O, 13.7782, 5.2123, 16.691
O, 9.0316, 6.5175, 21.4434
O, 3.4931, 10.4925, 16.4081
O, -0.3419, 8.2543, 22.8227
O, 5.3251, 6.3289, 21.0745
O, 5.7992, -0.6815, 15.0451
O, 2.1048, 3.3197, 21.1844
O, -3.2839, 8.8333, 13.7589
O, 2.2688, 6.6033, 13.4549
O, 3.6206, 1.285, 18.4088
O, 4.1684, 4.3328, 22.4354
O, 5.9715, -0.1283, 20.7359
O, -1.3856, 6.7901, 16.3444
O, 0.0744, 4.4168, 16.7944
O, -0.8269, 1.6705, 13.1599
O, 4.5838, 5.7193, 12.4691
O, -1.4937, 5.9653, 18.9049
O, 4.0003, 14.1023, 12.9007
O, 6.2741, 1.5768, 18.6464
O, -3.0064, 9.5125, 16.4477
O, 10.0882, 2.2679, 15.9485
O, 8.8575, 7.8169, 11.4049
O, 15.6185, 3.628, 17.994
O, 4.0547, 9.6933, 9.9864
O, 8.4496, -0.0238, 10.1273
O, 6.1342, 3.8229, 11.4174
O, 7.8823, -0.528, 19.0315
O, 5.1329, 12.5722, 16.2448
H, 2.5969, 6.1675, 14.2573

Results
free energy: -133499.115 eV
free energy less fixed offsets of B -154.04, H -15.97, O -568.88, Si -635.61 eV per atom: -2.755 eV

Forces (eV/angstrom), in the order of the atoms: element, x, y, z
Si, 0.0002, -0.0239, 0.0559
Si, -0.0054, 0.0127, -0.01
Si, 0.032, -0.0275, 0.0799
Si, 0.0093, 0.0012, -0.0112
Si, -0.0211, 0.0297, -0.0199
Si, 0.0228, -0.0144, 0.0678
Si, -0.0341, -0.0004, -0.0076
Si, 0.058, -0.0154, 0.1062
Si, 0.0187, 0.0022, -0.0395
Si, -0.0262, 0.0226, 0.0239
Si, -0.0037, -0.0157, -0.0316
Si, -0.0197, 0.0147, 0.002
Si, -0.0093, 0.0305, 0.0182
Si, -0.0053, 0.0047, -0.0407
Si, -0.0197, 0.0199, 0.0001
Si, -0.0118, -0.0113, -0.0228
Si, -0.0077, 0.006, 0.0171
Si, 0.0234, -0.0062, 0.0119
Si, 0.0016, -0.004, 0.0215
Si, 0.0038, -0.0006, 0.0056
Si, 0.011, -0.0063, 0.0265
Si, 0.0072, 0.0062, 0.0117
Si, -0.0037, 0.0014, -0.0003
Si, -0.0001, -0.025, 0.024
Si, 0.225, 0.0742, -0.3208
Si, -0.2585, -0.134, 0.169
Si, -0.0109, -0.0232, 0.0996
Si, -0.0775, -0.2384, -0.1149
Si, -0.2459, 0.016, 0.4376
Si, 0.0557, -0.0871, -0.0944
Si, 0.0257, 0.0023, -0.0421
Si, 0.0988, 0.3887, 0.0625
Si, -0.0517, -0.0069, -0.0274
Si, 0.117, 0.042, 0.018
Si, -0.0315, 0.0353, -0.0295
Si, -0.0126, -0.0847, 0.0038
Si, 0.0635, 0.0357, 0.0121
Si, -0.0311, 0.034, -0.0371
Si, -0.0216, -0.126, 0.033
Si, -0.0356, -0.0013, -0.0484
Si, 0.0116, -0.0365, -0.0118
Si, -0.0308, 0.0629, -0.0098
Si, 0.0176, 0.0059, -0.0107
Si, -0.0381, -0.0107, -0.0384
Si, -0.0322, 0.0601, -0.001
Si, 0.0198, -0.0151, -0.0147
Si, -0.0119, 0.0137, -0.0412
Si, 0.0416, -0.0235, -0.0133
Si, 0.0358, -0.0339, 0.0262
Si, -0.0239, 0.0094, 0.0042
Si, 0.0025, 0.0347, 0.0158
Si, 0.0324, -0.0609, 0.0169
Si, -0.0111, 0.0223, 0.017
Si, 0.0349, 0.0117, 0.0254
Si, -0.0026, -0.0491, 0.0273
Si, -0.0282, 0.0075, 0.0148
Si, 0.026, 0.1076, -0.027
Si, -0.0085, -0.0465, 0.0337
Si, -0.0155, -0.042, 0.0405
Si, -0.0049, 0.038, -0.0024
Si, 0.0467, -0.0164, 0.0255
Si, -0.043, 0.0516, -0.0077
Si, -0.0242, 0.0357, -0.0221
Si, 0.0497, -0.0072, 0.0491
Si, 0.1914, -0.0294, -0.1217
Si, -0.0637, 0.1442, 0.1045
Si, 0.2186, -0.1069, -0.1586
Si, 0.0084, 0.1025, 0.0324
Si, -0.0267, 0.0178, 0.1725
Si, -0.1007, 0.0144, -0.0583
Si, -0.0973, -0.0235, 0.1911
Si, 0.1305, -0.1653, -0.2423
Si, 0.0124, -0.0063, -0.0146
Si, -0.0177, 0.0088, -0.0187
Si, 0.0041, -0.0054, -0.0283
Si, 0.0047, 0.0049, 0.0017
Si, 0.0081, 0.0012, -0.0228
Si, 0.005, 0.0098, -0.0345
Si, 0.0016, -0.0066, -0.0168
Si, -0.0072, 0.0089, -0.0378
Si, -0.0004, -0.0086, 0.0129
Si, 0.0163, 0.0283, 0.0217
Si, -0.0358, 0.0069, 0.0037
Si, 0.0154, -0.0199, 0.0039
Si, -0.0148, 0.0162, 0.0033
Si, 0.0182, -0.0165, 0.0056
Si, -0.0017, -0.0338, 0.0042
Si, -0.0208, 0.0124, 0.0029
Si, 0.0166, -0.0104, -0.0342
Si, -0.0367, 0.0159, -0.0598
Si, 0.0012, 0.0094, -0.0059
Si, 0.0036, -0.0028, -0.027
Si, 0.0003, 0.0096, -0.0033
Si, 0.0148, -0.0221, -0.0199
Si, 0.0312, 0.022, -0.0013
Si, -0.0444, 0.0271, -0.0247
O, -0.0096, -0.0023, -0.037
O, -0.0302, 0.0247, -0.0325
O, -0.0163, 0.0013, 0.0218
O, 0.0363, -0.0226, 0.0179
O, -0.0044, -0.0033, 0.0177
O, 0.023, -0.0217, 0.0267
O, -0.0016, 0.0061, -0.0324
O, -0.0039, 0.0142, -0.0127
O, -0.0066, -0.0048, -0.0028
O, -0.0124, 0.0094, 0.0242
O, -0.0067, 0.0083, 0.0261
O, 0.0036, 0.017, 0.0269
O, 0.0039, -0.0185, 0.029
O, -0.008, 0.0008, 0.0059
O, 0.0119, -0.0066, 0.0337
O, -0.0004, 0.0004, 0.0286
O, 0.0056, -0.0025, -0.0427
O, -0.0114, 0.0048, -0.027
O, -0.0099, 0.0067, -0.0268
O, -0.0098, 0.0152, -0.0025
O, 0.0186, -0.0318, -0.0554
O, -0.004, 0.0055, -0.0052
O, 0.0034, -0.0104, -0.0382
O, 0.0162, -0.0165, -0.0329
Si, -0.0034, -0.0089, 0.0044
Si, 0.0005, 0.0014, 0.007
Si, -0.0025, -0.003, 0.0013
Si, 0.0013, -0.0103, 0.0043
Si, -0.0016, 0.0015, -0.0038
Si, -0.0069, -0.0075, 0.0013
Si, -0.0058, 0.0114, 0.0062
Si, -0.0039, 0.0044, 0.0078
Si, -0.0006, -0.0006, 0.0021
Si, -0.0016, -0.0014, -0.0034
Si, -0.0124, -0.001, 0.0062
Si, -0.0088, 0.0056, 0.0015
Si, -0.0082, -0.0033, -0.0026
Si, 0.0015, -0.008, 0.0023
Si, -0.0029, -0.0025, 0.0075
Si, -0.0218, -0.0034, 0.0076
Si, -0.002, 0.004, -0.0005
Si, -0.001, 0.0009, 0.0074
Si, -0.0013, 0.0064, 0.0131
Si, 0.0152, -0.0031, 0.0068
Si, -0.0021, -0.002, 0
Si, 0.0018, 0.0011, 0.0071
Si, -0.0033, -0.0023, -0.0002
Si, -0.0004, 0.0036, -0.0088
Si, 0.0084, 0.0014, -0.0068
Si, -0.003, -0.0016, 0.0011
Si, -0.0028, -0.0031, 0.0025
Si, -0.0048, 0.007, 0.0104
Si, -0.0008, 0.0121, 0.003
Si, 0.025, 0.0172, 0.0083
Si, -0.0111, -0.0014, -0.0015
Si, -0.0054, 0.0047, 0.0032
Si, -0.0039, -0.0058, 0.0025
Si, -0.0078, 0.0007, -0.0146
B, -0.0124, -0.0092, 0.0087
Si, -0.0005, -0.0091, 0.0059
O, 0.0019, 0.0027, -0.0085
O, 0.0021, 0.0033, -0.0096
O, -0.0015, -0.0031, -0.0086
O, -0.0022, -0.0075, -0.0048
O, 0.0007, -0.0009, -0.0006
O, -0.0021, -0.0008, -0.0033
O, 0.0118, -0.0058, -0.0033
O, -0.0069, 0.0057, 0.0071
O, -0.0053, -0.0058, 0.0041
O, -0.0007, 0.0022, -0.0124
O, -0.0084, 0.0137, 0.0071
O, -0.0019, -0.0079, 0.0007
O, -0.0022, 0.0035, -0.0049
O, 0.0019, 0.0061, -0.0003
O, 0.0095, -0.0013, -0.015
O, 0.0093, -0.0021, -0.0034
O, -0.0002, -0.0009, -0.0017
O, -0.0027, 0.0004, 0.0007
O, 0.0009, -0.0037, 0.0046
O, -0.0028, -0.0166, 0.0154
O, -0.0011, -0.0022, 0.0054
O, 0.0045, 0.0068, 0.0017
O, 0.0018, -0.0061, 0.0029
O, -0.0039, -0.0025, 0.0017
O, -0.0003, -0.0079, -0.005
O, 0.0015, -0.0023, 0.0025
O, 0.0037, -0.0015, -0.0063
O, -0.0024, -0.0117, -0.0027
O, -0.0008, 0.0009, -0.0037
O, 0.0064, -0.0035, -0.0063
O, 0.0059, 0.0032, -0.004
O, 0.0027, 0.0028, -0.001
O, -0.0014, 0.0014, -0.002
O, 0.0004, -0.0012, -0.0033
O, -0.0099, -0.0023, 0.0067
O, -0.0056, -0.0026, 0.0007
O, 0.0016, -0.0016, 0.0022
O, 0.0013, -0.011, -0.0123
O, 0.0002, 0.0009, -0.0011
O, -0.0003, -0.0106, 0.0071
O, -0.0078, 0.0108, -0.0097
O, -0.0009, 0.0042, -0.0018
O, -0.011, 0.0092, -0.0039
O, -0.0009, 0.0009, -0.0037
O, 0.0094, -0.0107, 0.0133
O, 0.0016, 0.0028, -0.0067
O, 0.0007, -0.0019, 0.0027
O, 0.0078, -0.0007, -0.0026
O, -0.0057, -0.0063, -0.0112
O, 0.0075, -0.0002, 0.0007
O, -0.0046, -0.0021, -0.005
O, 0.0026, -0.0047, -0.0087
O, 0.0042, 0.0043, -0.003
O, -0.0019, -0.0039, -0.0084
O, -0.0072, 0.0013, -0.0027
O, 0.0004, 0.0016, 0.0006
O, -0.0023, 0.0062, -0.0002
O, -0.0013, 0.0052, -0.0068
O, -0.0021, 0.0022, -0.0032
O, 0.0208, 0.0284, -0.0074
O, 0.0002, 0.0041, -0.0093
O, -0.0076, 0.0003, -0.0053
O, 0.0008, -0.0017, 0.0023
O, -0.0016, -0.0011, -0.0008
H, -0.0108, 0.0075, -0.016

The program warned: the cutoff lies below the one the program advises for these potential files; the exchange-correlation potential is rough where the density is thin.
